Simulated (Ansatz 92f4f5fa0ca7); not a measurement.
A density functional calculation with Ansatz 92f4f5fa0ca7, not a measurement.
Periodic cell of 215 atoms, Si131O82As2, from a study of silicon, its oxide and their interface. The atomic structure is a simulated model.
Doubt: the cutoff is far below the 930 eV that the study's wrapper takes by default for these files, so forces and energies are approximate.

Settings: functional PBE; potential files Ansatz PAW; basis plane waves; wave-function cutoff 580 eV; density cutoff ratio 5; exchange-correlation grid ratio 1; k mesh 1 x 1 x 1, Gamma-centred; self-consistency stop 5e-08 eV per atom in the density residual; occupations fixed; spin none; net charge 0.

Cell vectors (angstrom)
a  10.938  0  0
b  0  10.938  0
c  0  0  31.5432

Atoms: element, x, y, z (angstrom)
Si  10.4316  0.5728  24.3379
Si  6.0395  10.4992  24.1447
Si  2.1271  3.2443  24.0832
Si  8.6993  2.2563  24.2944
Si  0.4949  5.0498  24.1613
Si  5.0508  5.8934  24.1973
Si  3.39  7.6451  24.1639
Si  7.8272  8.8254  23.9911
Si  1.3387  1.4774  25.455
Si  6.9097  1.3081  25.4818
Si  4.0218  4.1014  25.3257
Si  9.6551  4.0989  25.4093
Si  1.486  6.8161  25.3609
Si  6.8917  6.9494  25.2449
Si  4.2199  9.5354  25.3344
Si  9.5245  9.6407  25.4328
Si  2.7755  0.0028  26.6469
Si  8.2098  -0.0191  26.9272
Si  0.0038  2.7732  26.9047
Si  5.4466  2.7364  26.6665
Si  2.7466  5.4434  26.8279
Si  8.2196  5.5225  26.6317
Si  0.035  8.2085  26.6525
Si  5.5392  8.2041  26.7864
Si  4.1086  1.3654  28.0714
Si  9.5767  1.3798  28.2279
Si  1.3765  4.131  28.2264
Si  6.8328  4.1356  28.0261
Si  4.1405  6.8321  28.1334
Si  9.5918  6.8498  28.0536
Si  1.3928  9.5814  28.0466
Si  6.8291  9.5499  28.2257
Si  0.0294  -0.018  29.4978
Si  5.4471  0.0171  29.5031
Si  2.7523  2.7179  29.4991
Si  8.1719  2.7712  29.488
Si  -0.0223  5.5003  29.5062
Si  5.4873  5.4597  29.4854
Si  2.74  8.2078  29.468
Si  8.2306  8.1789  29.5022
Si  1.3673  1.3673  30.8594
Si  6.8362  1.3673  30.8594
Si  4.1018  4.1018  30.8594
Si  9.5708  4.1018  30.8594
Si  1.3673  6.8362  30.8594
Si  6.8362  6.8362  30.8594
Si  4.1018  9.5708  30.8594
Si  9.5708  9.5708  30.8594
Si  2.7345  0  0.6835
Si  8.2035  0  0.6835
Si  0  2.7345  0.6835
Si  5.469  2.7345  0.6835
Si  2.7345  5.469  0.6835
Si  8.2035  5.469  0.6835
Si  0  8.2035  0.6835
Si  5.469  8.2035  0.6835
Si  4.0977  1.367  2.0453
Si  9.5243  1.3931  2.0443
Si  1.322  4.1415  2.0512
Si  6.8363  4.1032  2.0549
Si  4.0723  6.8744  2.0424
Si  9.584  6.8232  2.0559
Si  1.3466  9.5741  2.0569
Si  6.8185  9.5846  2.0597
Si  -0.0728  0.0019  3.3695
Si  5.4449  0.0122  3.4642
Si  2.6824  2.7374  3.3388
Si  8.1747  2.7382  3.4765
Si  -0.0318  5.4829  3.5183
Si  5.4438  5.4972  3.3543
Si  2.7031  8.2179  3.4625
Si  8.2141  8.1999  3.3785
Si  1.273  1.3921  4.6808
Si  6.7986  1.3877  4.855
Si  4.0314  4.1418  4.6555
Si  9.5367  4.079  4.9
Si  1.348  6.8727  4.8939
Si  6.8472  6.8397  4.7235
Si  4.0306  9.6107  4.8302
Si  9.5271  9.5678  4.7836
Si  2.5877  0.0623  6.1098
Si  8.2058  0.0396  6.2036
Si  -0.0249  2.6732  6.2131
Si  5.3522  2.8015  6.0734
Si  2.7237  5.4422  6.1671
Si  8.1148  5.4451  6.1989
Si  -0.0042  8.2921  6.2322
Si  5.4145  8.1728  6.0762
Si  3.4624  1.9515  7.1849
Si  10.0186  0.8634  7.4792
Si  1.7583  3.6654  7.3933
Si  6.2032  4.5465  7.3912
Si  4.6128  6.3236  7.2602
As  9.2671  7.1112  7.5598
Si  0.8744  10.1592  7.5379
As  7.3151  8.9952  7.3358
O  4.5971  6.6468  8.8763
O  1.4193  3.9222  9.0041
O  10.2824  6.1372  8.8327
O  1.2885  10.1206  9.1669
O  6.0374  4.2241  9.0217
O  3.6733  1.6467  8.7826
O  7.0445  8.9277  9.166
O  9.6418  1.1126  9.0713
O  8.2471  2.5251  22.7303
O  10.9848  5.5422  22.6423
O  5.6288  0.0839  22.6337
O  5.2986  5.398  22.6342
O  2.1525  2.7931  22.4797
O  3.3232  7.8365  22.5121
O  8.3793  8.7368  22.4119
O  -0.1661  11.2229  22.7533
Si  2.1923  2.8914  12.9025
Si  8.6745  1.3267  10.3611
Si  1.0746  4.4606  15.3298
Si  7.5976  5.5802  12.1563
Si  2.4101  8.1662  21.2122
Si  5.452  7.8138  12.4589
Si  9.2901  0.4248  15.5043
Si  2.9237  -0.0717  16.6683
Si  10.4782  1.1056  12.5953
Si  7.7602  2.8197  21.2209
Si  9.1585  8.7528  14.4811
Si  1.5732  4.6982  10.4363
Si  4.4856  9.4574  19.1428
Si  11.0659  6.0875  21.1117
Si  6.6429  10.41  14.8726
Si  5.3875  0.72  21.1656
Si  2.3391  9.8096  10.3934
Si  0.4305  10.6247  21.3865
Si  5.8505  5.2504  21.1235
Si  3.661  7.0852  10.1113
Si  9.0533  5.6569  14.8408
Si  3.6523  4.0744  19.0911
Si  10.0348  3.6509  19.3103
Si  4.2807  8.6418  15.3683
Si  0.4696  1.898  17.1621
Si  6.8038  7.5229  19.2426
Si  5.2739  3.6066  16.7554
Si  7.795  5.0033  17.5206
Si  6.6303  9.9513  10.3676
Si  4.3596  1.0802  10.1148
Si  -0.0172  9.0406  11.9108
Si  9.1005  8.6252  20.938
Si  4.5893  1.6267  14.6185
Si  2.4452  2.0749  21.0458
Si  6.3185  3.358  10.3758
Si  3.4317  5.8908  16.7182
Si  10.08  6.3642  10.442
O  0.1294  2.6098  18.5891
O  2.9502  9.6151  15.5748
O  10.8583  4.7923  20.1437
O  7.582  2.4409  9.9409
O  11.0917  5.2294  11.098
O  6.6904  6.7977  12.7681
O  10.3947  7.9471  10.8138
O  7.691  9.4213  14.0225
O  8.5364  6.0843  10.9151
O  5.3567  10.4664  20.071
O  2.3183  3.6348  11.4443
O  7.9777  8.5447  19.7518
O  6.2204  6.7228  20.5444
O  5.5398  2.6915  15.432
O  1.305  0.9172  20.7015
O  6.022  9.1328  11.6561
O  4.6303  4.9656  16.1147
O  6.6059  3.8983  17.6547
O  10.4979  10.6125  11.7961
O  5.6095  0.4611  14.0222
O  8.0145  5.0677  15.9218
O  9.7616  9.7878  15.602
O  -0.3948  5.0983  15.128
O  1.5622  6.8245  20.8005
O  1.5073  0.6087  17.177
O  6.5915  1.7595  20.7945
O  1.0351  1.7248  12.814
O  3.2206  5.4731  18.309
O  9.5411  1.9862  11.59
O  1.0459  3.0764  16.1942
O  8.5916  5.1376  13.3705
O  10.2976  8.5478  13.3271
O  1.4468  9.3902  21.6834
O  10.0807  9.9257  20.6089
O  3.1738  0.2144  10.8795
O  5.0715  2.3776  10.8427
O  1.7355  4.0857  13.9004
O  7.905  10.8827  10.8189
O  9.1529  4.4632  18.2125
O  5.6601  9.4633  15.7968
O  5.515  0.0104  9.7313
O  3.6173  2.2382  13.4364
O  1.9923  5.6214  16.0078
O  9.7318  1.0003  14.0378
O  4.4295  6.9642  11.527
O  4.7385  4.4993  20.2177
O  9.9688  1.3303  16.6464
O  6.658  4.3455  11.6348
O  5.5858  8.3854  18.5765
O  9.0647  2.7278  20.2475
O  3.6442  1.1082  15.8309
O  4.2299  3.0639  17.9165
O  9.9089  7.2084  20.8872
O  3.3197  8.6511  9.8074
O  3.9361  7.4024  16.3781
O  7.6583  0.4483  15.7198
O  8.956  7.2683  15.0696
O  3.9298  1.4274  21.1439
O  1.6106  9.1425  11.7145
O  2.3931  6.0838  10.1805
O  7.3658  6.453  18.1415
O  7.2095  4.3515  21.1162
O  4.5962  8.1999  13.8122
O  3.3389  8.6346  19.967
O  2.4892  3.2287  19.8737
O  3.7318  10.3283  17.9845

Results
free energy: -139623.756 eV
free energy less fixed offsets of As -4856.12, O -568.88, Si -635.61 eV per atom: 1.554 eV

Forces (eV/angstrom), in the order of the atoms: element, x, y, z
Si  0.0071  -0.0035  -0.0134
Si  -0.0059  0.0123  0.0033
Si  0.0017  -0.0092  -0.0189
Si  -0.0145  -0.0006  -0.0081
Si  -0.0055  0.0071  -0.0045
Si  0.0088  -0.0083  -0.0193
Si  -0.0052  0.0008  -0.0073
Si  0.0082  -0.0064  -0.0174
Si  -0.0132  0.0141  0.0247
Si  0.011  -0.0159  0.0277
Si  -0.0109  0.0031  0.0119
Si  0.0131  -0.0158  0.0181
Si  0.0077  -0.0091  0.0132
Si  -0.0056  0.0052  0.0052
Si  0.0055  -0.0114  0.0051
Si  -0.0205  0.0083  0.0301
Si  0.0001  0.0087  -0.0383
Si  0.0038  -0.0019  0.0471
Si  0.0051  0.0007  0.0455
Si  -0.0015  -0.0011  -0.0309
Si  0.0047  -0.0006  0.0284
Si  0.0073  0.0059  -0.0359
Si  0.004  0.0103  -0.0321
Si  0.0075  0.0027  0.0203
Si  0.0022  0.0078  0.0208
Si  -0.0014  0.0008  -0.0889
Si  0.0024  -0.0144  -0.0872
Si  0.01  -0.024  0.0377
Si  -0.0257  0.0125  -0.0118
Si  -0.0046  0.0007  0.0311
Si  -0.0065  -0.0052  0.0386
Si  0.0177  0.0219  -0.0844
Si  0.0105  -0.0181  -0.0078
Si  -0.0034  0.0072  0.0124
Si  0.005  -0.0082  0.0022
Si  -0.021  0.0223  0.0003
Si  -0.0132  0.009  0.0159
Si  0.0053  -0.0123  -0.0131
Si  -0.0039  -0.002  -0.0077
Si  0.0062  -0.008  -0.0003
Si  0.1807  -0.0982  0.1099
Si  -0.1232  0.129  -0.0535
Si  0.1627  -0.1038  0.0062
Si  -0.1644  0.1182  -0.0226
Si  0.0198  0.2096  -0.0799
Si  0.1742  -0.1475  0.058
Si  -0.1396  0.0317  -0.0414
Si  0.144  -0.1529  0.0547
Si  -0.0478  -0.1335  0.1052
Si  -0.1883  0.1056  -0.084
Si  -0.2187  0.1018  -0.0115
Si  0.0809  -0.0145  0.0782
Si  -0.1422  0.1476  -0.0181
Si  0.0632  -0.0559  0.0936
Si  0.0745  -0.0713  0.0406
Si  -0.0836  0.1659  -0.0733
Si  0.0032  0.0072  -0.0103
Si  -0.015  0.0284  -0.0098
Si  -0.0135  0.0153  0.0074
Si  0.0064  -0.0135  -0.0149
Si  -0.021  0.0277  -0.0132
Si  0.0127  -0.0115  -0.0295
Si  0.0055  0.0034  -0.0204
Si  0.0036  -0.0042  0.0143
Si  0.0438  0.0026  0.0498
Si  0.017  -0.0187  -0.0059
Si  0.0035  0.0028  0.0763
Si  0.0262  0.0286  -0.0935
Si  0.0146  -0.0148  -0.0391
Si  -0.0034  -0.0209  0.078
Si  -0.0192  -0.0221  -0.0941
Si  -0.0398  0.0068  0.0784
Si  0.0006  -0.0046  -0.0195
Si  -0.0034  0.0641  0.0338
Si  -0.0039  0.0042  -0.0252
Si  -0.0806  -0.0434  -0.003
Si  0.0381  0.0722  0.0007
Si  -0.0208  -0.0695  0.0142
Si  -0.0716  -0.0184  0.0441
Si  0.0752  0.0314  0.0243
Si  -0.0065  0.0131  -0.0152
Si  -0.0492  -0.0192  -0.027
Si  0.0313  0.0386  -0.0193
Si  -0.0152  -0.0025  -0.0347
Si  -0.0334  -0.0454  -0.0144
Si  -0.0107  0.1555  0.018
Si  -0.1553  0.0021  0.0224
Si  -0.0037  0.0849  -0.0241
Si  -0.0293  0.0396  0.0652
Si  0.0223  -0.0056  0.0345
Si  -0.0361  0.0379  0.0849
Si  0.0203  0.0332  0.0126
Si  0.0679  -0.0365  -0.0032
As  0.0002  0.0231  0.6841
Si  -0.0178  -0.0311  0.0383
As  0.0394  -0.1248  -0.1451
O  0.0055  0.0153  -0.0136
O  0.0255  -0.0229  -0.0385
O  0.1496  -0.1768  0.1505
O  -0.0105  0.0078  -0.0457
O  0.0061  -0.0059  -0.005
O  0.0378  -0.0119  0.0006
O  0.0226  -0.005  -0.1904
O  0.0086  -0.0272  -0.0574
O  0.0049  -0.0056  0.0316
O  0.0016  -0.0059  0.0225
O  0.0017  -0.0023  0.0236
O  -0.0052  0.0041  0.0351
O  0.0018  0.003  0.0266
O  0.004  0.0005  0.0184
O  -0.0082  0.0029  0.0275
O  -0.002  0.0049  0.0317
Si  -0.0254  0.0342  -0.0332
Si  -0.0393  0.0027  0.0584
Si  0.0038  -0.0032  -0.0188
Si  0.1127  0.0713  -0.1415
Si  0.0027  -0.001  -0.0311
Si  0.0301  -0.042  -0.0082
Si  -0.0016  -0.014  -0.0183
Si  0.0068  0.0107  -0.0208
Si  0.0065  -0.0259  -0.0035
Si  0.0068  0.0022  -0.0426
Si  0.01  -0.0072  -0.041
Si  -0.1404  0.0391  -0.0247
Si  0.0006  0.0047  -0.024
Si  0.0057  -0.0042  -0.0363
Si  0.0329  -0.0085  -0.0116
Si  -0.0051  -0.0065  -0.0403
Si  0.0012  -0.0128  0.0524
Si  0.0112  -0.0041  -0.0301
Si  0.0022  0.0035  -0.0393
Si  -0.0785  -0.0501  0.0567
Si  0.0118  0.0129  -0.0468
Si  0.0011  0.0004  -0.0302
Si  0.0036  -0.0037  -0.0252
Si  0.0118  0.006  -0.0134
Si  -0.0006  -0.0011  -0.0209
Si  -0.0003  -0.0021  -0.0196
Si  -0.006  0.0014  -0.0152
Si  0.0032  -0.007  -0.0181
Si  -0.014  0.0456  -0.068
Si  0.0342  -0.0298  -0.0338
Si  -0.0598  -0.1091  -0.1025
Si  0.0014  -0.0025  -0.0334
Si  -0.0128  -0.01  -0.0135
Si  0.0026  -0.0014  -0.0327
Si  0.028  0.0137  0.0328
Si  -0.0072  -0.0059  -0.0191
Si  -0.0135  -0.0643  -0.4919
O  -0.0003  0.0017  0.0121
O  0.0049  -0.0036  0.0074
O  0.0008  0.0064  0.0141
O  0.0249  -0.0091  0.0189
O  0.0606  0.0241  -0.0391
O  -0.0008  -0.0127  -0.0128
O  0.0546  0.0588  0.068
O  -0.0117  0.0008  0.0079
O  -0.0369  -0.0621  0.114
O  0.0023  0.0035  0.0163
O  0.033  -0.0408  0.0385
O  0.0055  -0.0013  0.0127
O  -0.0023  -0.0086  0.0154
O  0.0063  0.0036  0.0105
O  -0.0041  -0.0039  0.0131
O  0.0088  0.0071  -0.0911
O  0.0012  -0.004  0.0107
O  0.0013  0  0.0035
O  0.0225  0.005  0.0153
O  0.0013  -0.0018  -0.0047
O  -0.0099  -0.0086  0.0271
O  0.0081  0.0013  0.0132
O  0.0099  -0.0085  0.0073
O  -0.0003  -0.0009  0.0114
O  0.0037  -0.0023  0.008
O  0.0021  -0.0023  0.0148
O  -0.0017  -0.0083  -0.0021
O  0.0094  -0.0074  0.0149
O  -0.0142  -0.0034  -0.0317
O  0.0053  0.0014  0.0048
O  -0.0183  -0.0016  0.0251
O  -0.0015  0.0143  0.0442
O  -0.0001  0.0005  0.0013
O  -0.0019  -0.0023  0.0115
O  0.0076  0.0101  -0.0133
O  -0.0173  -0.0296  -0.0191
O  -0.0007  -0.0144  0.026
O  0.002  0.0126  -0.0177
O  0.0044  -0.0033  0.01
O  -0.0132  -0.017  0.0072
O  -0.0278  0.0244  -0.0128
O  0.002  0.0017  0.0009
O  0.0007  -0.014  -0.0051
O  0.0088  0.0024  0.0031
O  0.0188  0.0237  -0.0127
O  0.0071  0.0046  0.0162
O  0.0067  0.0003  0.0111
O  -0.0064  0.0019  -0.0003
O  0.0037  -0.0051  0.0109
O  -0.0054  -0.0021  0.014
O  -0.0013  -0.0035  0.0185
O  0.0001  0.0025  0.0116
O  0.0036  -0.0016  0.011
O  0.0071  -0.0172  0.0097
O  0.0056  0.0056  -0.008
O  0.002  0.0038  0.0105
O  -0.0005  -0.009  0.0143
O  0.0078  0.0005  0.0084
O  -0.0025  0.0385  -0.0228
O  0.0839  0.0302  0.012
O  0.0009  0.0036  0.0097
O  -0.0041  -0.0092  0.0119
O  -0.0042  0.0095  0.0101
O  -0.0043  -0.0071  0.0152
O  -0.0007  -0.0046  0.0126
O  0.0049  -0.0109  0.0155

The program warned: the cutoff lies below the one the program advises for these potential files; the forces do not sum to zero within the program's tolerance; the exchange-correlation potential is rough where the density is thin.
